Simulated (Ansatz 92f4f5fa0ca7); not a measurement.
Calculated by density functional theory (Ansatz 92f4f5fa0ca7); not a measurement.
Periodic cell of 273 atoms, Si165O106P2, from a study of silicon, its oxide and their interface. The atomic structure is a simulated model.
Doubt: the cutoff is far below the 930 eV that the study's wrapper takes by default for these files, so forces and energies are approximate.

Settings
functional: PBE
potential files: Ansatz PAW
basis: plane waves
wave-function cutoff: 580 eV
density cutoff ratio: 5
exchange-correlation grid ratio: 1
k mesh: 1 x 1 x 1, Gamma-centred
self-consistency stop: 5e-08 eV per atom in the density residual
occupations: fixed
spin: none
net charge: 0

Cell vectors (angstrom)
a	11.6015	0	0
b	0	13.3963	0
c	0	0	29.8085

Atoms: element, x, y, z (angstrom)
Si	11.5511	0.1851	22.8968
Si	3.9175	0.1588	23.0212
Si	7.6706	0.1248	23.1388
Si	2.0716	3.4577	22.8848
Si	5.9041	3.6867	22.9934
Si	9.7626	3.5371	23.0282
Si	11.6645	6.8637	23.0604
Si	3.959	7.0378	23.1738
Si	7.7947	6.8873	23.2294
Si	2.0374	10.2418	23.2383
Si	5.8614	10.0998	23.2877
Si	9.8496	10.091	23.217
Si	11.6985	2.3867	23.7536
Si	4.0005	2.4062	23.7533
Si	7.7904	2.4156	23.7711
Si	2.0327	5.7107	23.6954
Si	5.835	5.8095	23.977
Si	9.7415	5.731	23.8921
Si	11.7564	9.0294	24.0185
Si	3.9073	9.1377	24.1694
Si	7.8532	9.0865	24.0097
Si	1.9153	12.5113	23.7954
Si	5.7782	12.3767	23.9194
Si	9.6848	12.4002	23.7818
Si	11.6448	2.2956	26.1706
Si	3.9167	2.3088	26.1694
Si	7.7591	2.3145	26.1808
Si	1.9795	5.6238	26.1412
Si	5.8202	5.6601	26.3156
Si	9.7111	5.6384	26.2591
Si	11.6681	8.9795	26.3453
Si	3.8866	9.0154	26.4575
Si	7.7958	9.004	26.3406
Si	1.9264	12.3867	26.1994
Si	5.8006	12.3327	26.2793
Si	9.6878	12.3473	26.1878
Si	1.9707	1.196	27.0162
Si	5.8294	1.1842	27.0201
Si	9.6929	1.1814	26.9983
Si	11.6504	4.5102	27.0113
Si	3.8834	4.511	27.0329
Si	7.7633	4.5191	27.043
Si	1.9663	7.8145	27.0763
Si	5.8485	7.8843	27.088
Si	9.7177	7.8555	27.0721
Si	11.6171	11.2405	27.037
Si	3.8481	11.2702	27.0743
Si	7.7626	11.2417	27.0532
Si	1.9336	1.1164	29.4135
Si	5.8008	1.1164	29.4135
Si	9.6679	1.1164	29.4135
Si	0	4.4654	29.4135
Si	3.8672	4.4654	29.4135
Si	7.7343	4.4654	29.4135
Si	1.9336	7.8145	29.4135
Si	5.8008	7.8145	29.4135
Si	9.6679	7.8145	29.4135
Si	0	11.1635	29.4135
Si	3.8672	11.1635	29.4135
Si	7.7343	11.1635	29.4135
Si	0	0	0.3944
Si	3.8672	0	0.3944
Si	7.7343	0	0.3944
Si	1.9336	3.3491	0.3944
Si	5.8008	3.3491	0.3944
Si	9.6679	3.3491	0.3944
Si	0	6.6981	0.3944
Si	3.8672	6.6981	0.3944
Si	7.7343	6.6981	0.3944
Si	1.9336	10.0472	0.3944
Si	5.8008	10.0472	0.3944
Si	9.6679	10.0472	0.3944
Si	11.5628	-0.042	2.7501
Si	3.8637	-0.0634	2.8232
Si	7.6851	-0.0895	2.7685
Si	1.9627	3.2779	2.7613
Si	5.8495	3.3288	2.7697
Si	9.6725	3.3133	2.7775
Si	11.5976	6.6521	2.757
Si	3.8882	6.6346	2.7382
Si	7.7758	6.6612	2.7609
Si	1.9419	10.0279	2.7712
Si	5.8347	10.0369	2.7659
Si	9.6903	9.9892	2.7531
Si	11.6171	2.1783	3.5147
Si	3.9365	2.1761	3.5565
Si	7.7415	2.1265	3.5108
Si	1.9298	5.5094	3.4701
Si	5.847	5.5601	3.5425
Si	9.6879	5.534	3.6106
Si	11.6266	8.8848	3.561
Si	3.9067	8.8812	3.4311
Si	7.7602	8.8862	3.5506
Si	1.8714	12.2731	3.5892
Si	5.7709	12.2158	3.7222
Si	9.6314	12.2064	3.5256
Si	11.5173	2.084	5.8796
P	3.9161	2.104	5.9118
Si	7.6846	2.0143	5.8512
Si	1.9068	5.3729	5.7983
Si	5.8846	5.5034	5.904
Si	9.6905	5.4272	6.0085
Si	11.6589	8.7915	5.9335
Si	3.9186	8.8054	5.7446
Si	7.7967	8.8086	5.9196
Si	1.7333	12.1647	5.9957
Si	5.6989	12.0954	6.2056
Si	9.5772	12.1095	5.8805
P	1.558	0.9065	6.9628
Si	5.7553	0.9924	6.8556
Si	9.6155	0.9095	6.6599
Si	11.6299	4.2702	6.766
Si	3.9202	4.3331	6.4484
Si	7.7443	4.1968	6.6142
Si	2.0477	7.607	6.4997
Si	5.8429	7.7604	6.6977
Si	9.7438	7.6918	6.7394
Si	11.4155	10.9795	6.8277
Si	3.6257	10.9505	6.6777
Si	7.7508	10.9688	6.861
O	9.8973	7.8969	8.403
O	9.6473	0.8239	8.3381
O	0.718	0.6576	8.3817
O	3.0481	10.5318	8.1794
O	5.8201	7.8949	8.3636
O	5.6603	1.1798	8.5523
O	3.833	4.282	8.1033
O	7.6712	3.7331	8.2322
O	-0.0441	4.266	8.4403
O	11.1027	10.9393	8.4735
O	8.0962	10.7549	8.4973
O	2.3433	7.5108	8.1118
O	11.4233	0.2097	21.2168
O	9.7687	3.641	21.3642
O	4.1455	7.546	21.5862
O	6.003	4.1696	21.3777
O	5.748	9.7608	21.6522
O	2.1461	3.3813	21.2036
O	7.3647	13.4523	21.4985
O	4.0158	0.1584	21.3575
O	7.7343	6.9455	21.5768
O	2.1194	10.1785	21.5882
O	11.5419	6.9819	21.3989
O	10.1804	9.6682	21.6263
Si	11.5568	6.4178	11.3039
Si	1.5674	10.3652	16.2361
Si	0.145	3.6512	9.9422
Si	8.0864	12.8641	20.1706
Si	2.7911	10.4623	9.776
Si	2.5694	10.3964	20.0463
Si	10.3534	3.7071	19.8425
Si	0.2419	12.7993	17.0774
Si	10.8189	0.7035	19.7674
Si	3.1495	7.746	16.2263
Si	0.3293	6.4942	19.8974
Si	9.3712	2.5065	14.258
Si	2.8608	2.5189	10.9934
Si	5.1267	11.9769	15.352
Si	4.9406	8.6824	20.7078
Si	3.596	-0.3896	11.2546
Si	5.5698	8.8772	14.7952
Si	-0.24	11.2939	10.0544
Si	9.4568	10.0205	20.2106
Si	3.4565	0.0529	19.8265
Si	7.4622	4.6976	9.5222
Si	2.3783	12.3574	14.1502
Si	6.1718	0.6135	10.0378
Si	2.7913	2.9029	19.7619
Si	5.7046	4.4281	13.6337
Si	7.4689	0.2045	15.5892
Si	9.5957	11.328	15.2049
Si	1.9773	6.5572	13.5401
Si	2.8273	3.517	13.9818
Si	11.6993	9.174	18.3997
Si	10.9622	0.8094	9.3171
Si	9.1145	7.3201	9.7135
Si	8.6509	8.5408	14.5863
Si	4.7647	7.1507	12.3418
Si	2.968	5.6292	18.7501
Si	2.5084	7.3817	9.7047
Si	6.2567	8.4228	9.8452
Si	4.3163	4.7258	9.5795
Si	9.3213	10.4679	12.286
Si	5.9433	13.0332	17.958
Si	7.9778	4.9294	18.3559
Si	8.2951	5.3858	15.1876
Si	7.3033	11.0761	9.9104
Si	5.3851	4.2025	19.8615
Si	0.7695	1.4802	15.0095
Si	7.5533	7.5254	20.0754
Si	7.6235	2.7819	11.8218
O	3.4397	6.0492	10.0207
O	1.9333	2.6433	15.0437
O	-0.6207	12.8884	10.297
O	8.3672	8.8976	19.836
O	2.4163	1.314	19.5149
O	8.1486	5.2752	16.7903
O	2.7393	11.9858	19.696
O	7.1378	8.7486	15.1479
O	1.2782	0.1734	14.154
O	4.3955	3.7957	14.4198
O	4.1881	3.3821	10.5324
O	10.941	2.0655	14.4452
O	11.3494	4.8025	11.0389
O	10.8363	12.0058	16.0341
O	8.9168	6.8919	14.7676
O	1.7064	3.2976	10.1735
O	8.4408	5.9412	9.1977
O	11.1494	2.3007	19.5244
O	5.3808	7.5997	10.9155
O	11.4182	7.5976	18.7819
O	7.8623	8.2591	10.1623
O	10.1179	7.1301	10.9859
O	9.2107	4.0964	14.6938
O	8.8271	11.4732	20.5152
O	10.5605	10.4141	11.1973
O	8.3525	12.2296	15.7666
O	4.4351	2.8794	19.7995
O	4.6528	0.2288	18.7342
O	10.4703	10.094	18.9441
O	6.7878	0.6933	17.0137
O	0.5009	6.7458	12.8285
O	1.0322	7.0667	10.2858
O	3.1278	7.1571	12.5289
O	3.9454	9.5588	19.7644
O	6.7781	5.1679	14.6108
O	0.5553	0.9102	16.5235
O	1.5428	11.7846	17.0929
O	5.3726	8.2896	13.307
O	3.0112	12.3924	12.6473
O	6.4099	3.1846	12.8464
O	2.7895	9.3178	16.5776
O	5.9996	7.8978	19.7506
O	1.951	6.3964	19.7663
O	1.4429	9.6966	19.1322
O	9.4662	9.6961	15.4715
O	3.02	8.8829	10.2199
O	8.9252	9.0227	13.0169
O	2.15	7.3059	14.987
O	9.1341	3.8703	18.7846
O	4.7225	7.8927	15.7982
O	7.2188	1.62	10.7653
O	8.1148	6.3682	19.0974
O	5.8974	5.1281	9.603
O	6.9849	-0.9198	19.0597
O	10.9368	2.2319	10.1378
O	8.9412	2.3605	12.6855
O	9.6814	11.484	13.5494
O	6.5646	4.2033	18.7414
O	6.0263	10.0406	9.9691
O	1.3188	10.9177	10.2983
O	5.1535	10.4593	14.7499
O	1.6994	10.9065	14.6532
O	11.3662	13.0838	18.6077
O	5.4388	11.8414	16.9565
O	8.0846	10.9986	11.3493
O	11.3056	5.0145	19.6295
O	8.365	1.4675	15.065
O	2.4211	4.05	18.6079
O	3.7409	11.6709	10.3327
O	9.1851	0.5775	19.7064
O	2.7581	2.656	12.6054
O	3.6439	12.6286	15.1489
O	7.9935	4.0896	10.925
O	5.081	0.3011	11.2277
O	4.426	5.4917	19.4877
O	6.2009	13.0447	14.6716
O	3.0422	6.5681	17.3856
O	2.7164	0.9014	10.6986
O	0.2876	9.4511	16.7845
O	5.2232	5.6075	12.6118
O	2.1232	4.9603	13.7781
O	6.8674	12.6049	9.6774

Results
free energy: -166684.195 eV
free energy less fixed offsets of O -568.88, P -755.39, Si -635.61 eV per atom: 3.515 eV

Forces (eV/angstrom), in the order of the atoms: element, x, y, z
Si	0.0029	-0.0045	0.004
Si	-0.0014	-0.0056	0.0056
Si	0.0089	-0.0056	-0.0007
Si	-0.0091	0.0076	0.0057
Si	-0.0022	0.0031	0.007
Si	0.0051	0.0056	0.0041
Si	-0.0094	-0.0071	0.001
Si	0.0009	-0.0045	0.0038
Si	0.0018	-0.0037	0.0022
Si	-0.0062	-0.0022	0.0026
Si	-0.0071	0.0062	0.0017
Si	-0.0053	0.0077	0.0001
Si	0.0024	0.0008	-0.0032
Si	0.0025	0.0017	-0.004
Si	-0.0023	-0.0028	-0.003
Si	0.0024	-0.0033	-0.0052
Si	-0.0076	-0.0038	-0.006
Si	0.0222	0.0034	-0.0001
Si	0.0055	-0.0005	-0.0031
Si	0.0073	-0.0003	-0.0067
Si	0.0066	-0.0036	-0.0105
Si	-0.0006	0.0018	-0.0086
Si	0.004	0.0012	-0.008
Si	-0.0086	-0.0015	-0.0043
Si	-0.0018	-0.0018	0.0001
Si	-0.0019	-0.001	0.0025
Si	-0.0004	0.0101	0.0016
Si	-0.0014	-0.0022	-0.0097
Si	0.0064	-0.0019	0.0018
Si	-0.016	-0.012	-0.0211
Si	-0.003	-0.0016	0.0006
Si	-0.0035	-0.0028	0.0012
Si	0.0008	-0.0008	0.0008
Si	-0.0013	0.0001	0.0006
Si	-0.0024	0.0012	-0.0034
Si	0.0016	0.0007	-0.0049
Si	0.0044	0.0022	-0.0129
Si	0.0044	-0.0031	-0.0078
Si	0.0007	-0.0053	-0.0034
Si	0.0135	0.0105	0.0047
Si	-0.0027	0.0077	-0.007
Si	0.0455	0.038	0.0061
Si	0.007	-0.0101	0.0003
Si	0.0027	-0.008	-0.0023
Si	0.0061	0.0049	-0.0003
Si	-0.0012	0.0034	-0.0047
Si	0.0102	0.0055	0.0011
Si	0.0027	-0.0038	-0.0024
Si	0.0699	0.1886	-0.1624
Si	0.0542	0.1523	-0.1328
Si	0.0798	0.118	-0.2261
Si	0.1146	0.0439	-0.1676
Si	-0.0585	0.0384	-0.1189
Si	0.0344	-0.0013	-0.0991
Si	-0.0014	-0.1655	0.2835
Si	0.1066	0.0271	0.4229
Si	0.0668	-0.0101	0.1382
Si	0.0186	0.1586	-0.0781
Si	-0.1095	0.2799	0.2355
Si	0.0492	0.1893	-0.0294
Si	-0.0615	-0.1054	-0.1319
Si	0.0234	-0.1717	0.4032
Si	-0.1845	-0.2585	0.0105
Si	0.093	-0.1875	0.0021
Si	0.0864	0.004	0.0196
Si	-0.0726	-0.0047	0.0601
Si	-0.0922	-0.001	0.0116
Si	-0.0004	-0.1386	-0.1742
Si	0.0864	-0.0325	0.0185
Si	-0.0291	0.0212	0.0003
Si	0.1289	0.0943	-0.0308
Si	0.022	-0.1013	-0.1029
Si	-0.0201	-0.0049	-0.0069
Si	-0.0281	0.0818	-0.1445
Si	-0.008	0.0014	-0.031
Si	0.1252	-0.0497	-0.078
Si	-0.2046	-0.1614	-0.2127
Si	0.0683	-0.0464	-0.0893
Si	0.0254	0.0256	-0.0342
Si	0.0315	-0.0052	0.0221
Si	-0.0096	0.0177	-0.0115
Si	0.0106	0.1106	-0.1114
Si	0.0358	0.0216	-0.0143
Si	0.0046	0.0074	0.0008
Si	-0.187	0.1008	0.2145
Si	0.2374	0.1669	0.545
Si	0.0441	0.0722	-0.0119
Si	-0.0979	0.0178	-0.0239
Si	0.0024	0.0288	0.0039
Si	-0.0546	-0.0389	0.0279
Si	0.0088	-0.0012	0.0006
Si	-0.0402	-0.0007	-0.0035
Si	-0.0097	0.0037	-0.0176
Si	-0.0007	-0.3018	0.2359
Si	-0.0185	-0.0867	0.0149
Si	0.0338	0.0048	0.0012
Si	-0.0231	-0.3409	-0.185
P	0.1008	-0.0002	-0.7138
Si	-0.1171	-0.2581	0.1813
Si	0.1579	-0.0217	0.0422
Si	-0.1941	0.0606	0.102
Si	0.0066	0.0355	0.0227
Si	-0.0435	0	0.0821
Si	-0.002	0.0076	0.0401
Si	0.0187	-0.0097	0.0475
Si	-0.2284	0.3131	-0.4532
Si	0.0986	0.0873	0.0431
Si	-0.0317	-0.0369	0.0375
P	0.4673	0.2971	0.4384
Si	0.0321	0.4537	0.2956
Si	-0.02	0.244	-0.1812
Si	-0.2667	-0.0061	-0.0236
Si	0.1718	-0.2663	0.3171
Si	0.0546	-0.0369	0.0334
Si	-0.0072	0.0686	0.0222
Si	0.0311	-0.0511	-0.0645
Si	-0.029	-0.0208	-0.0284
Si	0.1854	-0.0572	-0.1018
Si	-0.0972	0.0002	-0.0284
Si	-0.0424	0.06	-0.063
O	0.0083	0.0017	0.0152
O	-0.0229	0.0026	0.001
O	-0.6472	-0.2746	0.7004
O	0.0329	-0.0056	0.0177
O	0.0119	0.0323	0.0067
O	-0.0416	-0.0386	0.0665
O	-0.035	0.001	-0.0523
O	-0.0158	0.0238	-0.0328
O	0.0642	-0.0007	-0.0481
O	-0.027	-0.0075	0.0113
O	0.0049	-0.0087	0.0332
O	-0.0051	0.0068	0.0081
O	-0.0016	0.0009	-0.0021
O	-0.0014	-0.0032	-0.0142
O	0.0006	0.0044	-0.0079
O	0	0.0006	-0.0114
O	0.0009	-0.0031	-0.0056
O	0.0056	-0.004	-0.0129
O	-0.0029	-0.0011	-0.0125
O	-0.0015	-0.0003	-0.0068
O	-0.0016	-0.0013	0.0022
O	0.0024	0.0021	-0.0085
O	0.0046	0.0021	-0.019
O	0.0007	-0.003	-0.0032
Si	-0.0127	0.0079	0.0064
Si	-0.0055	0.0005	0.0055
Si	0.0488	-0.01	0.0141
Si	0.0017	0.0028	0.0176
Si	0.0089	-0.0344	-0.0022
Si	0.0038	0.0002	0.0139
Si	-0.0015	-0.0005	0.0139
Si	-0.0037	0.0007	0.0086
Si	-0.0026	0.0053	0.0112
Si	-0.0053	-0.0113	0.0129
Si	-0.0031	-0.002	0.0174
Si	0.0001	-0.0032	0.0274
Si	-0.0201	-0.0146	-0.0215
Si	-0.0043	0.0052	0.0106
Si	-0.0005	-0.0017	0.0114
Si	-0.0272	0.0037	-0.0364
Si	0.004	-0.0012	0.0115
Si	0.0008	-0.02	-0.0181
Si	-0.0005	-0.0022	0.0148
Si	-0.0031	0.0009	0.01
Si	0.0022	0.0022	-0.0289
Si	-0.0073	0.0015	0.0038
Si	-0.0657	0.0419	-0.1909
Si	-0.0031	-0.0001	0.0065
Si	-0.0058	0.005	-0.0007
Si	-0.0062	-0.0022	0.0066
Si	-0.0005	-0.0097	0.0025
Si	-0.0008	-0.005	0.0047
Si	-0.0083	-0.0039	-0.0046
Si	-0.0035	-0.0039	0.0149
Si	0.2657	-0.1394	-0.4298
Si	-0.0004	-0.0034	-0.0332
Si	0.0001	0.0046	-0.0096
Si	0.0045	0.004	0.0005
Si	-0.0034	-0.0073	0.0111
Si	0.0268	0.0101	-0.0146
Si	0.0058	-0.0036	-0.0317
Si	0.0282	0.0372	-0.0835
Si	-0.0015	-0.0101	-0.0044
Si	-0.0003	0.0007	0.0148
Si	-0.0001	-0.0088	0.0155
Si	0.0037	0.0006	0.0119
Si	0.0369	-0.0036	-0.0092
Si	-0.0002	-0.0046	0.0095
Si	0.0001	-0.0079	0.0039
Si	-0.0006	0.0038	0.0047
Si	0.0008	0.0322	0.0149
O	-0.0066	-0.028	-0.006
O	0.0008	0.002	-0.0003
O	-0.0128	-0.0534	0.0615
O	-0.0006	-0.0025	-0.0046
O	-0.0013	-0.0037	-0.0049
O	-0.0016	-0.004	-0.0178
O	-0.001	-0.0004	-0.0068
O	-0.0148	-0.0038	0.0058
O	0.0003	-0.0102	-0.0075
O	0.0026	-0.004	-0.0095
O	-0.0104	-0.011	-0.0011
O	-0.0082	-0.001	-0.0105
O	-0.0174	-0.0073	0.0087
O	-0.0065	-0.0056	-0.0027
O	-0.0015	-0.0045	-0.0033
O	-0.0251	-0.0354	-0.005
O	-0.0101	0.0076	0.0115
O	0.0002	-0.003	-0.0062
O	-0.0235	-0.002	0.0015
O	-0.0006	0.0044	-0.0089
O	-0.0063	0.0045	0.0041
O	0.0078	-0.014	0.0001
O	-0.0043	-0.0063	-0.0081
O	-0.0023	-0.0004	-0.0065
O	-0.003	-0.0062	0.0016
O	-0.0009	-0.0038	-0.0011
O	-0.001	-0.0003	-0.0034
O	0.0042	-0.0013	-0.0093
O	0.004	0.0002	-0.0096
O	0.0032	-0.003	-0.0096
O	-0.0041	-0.0091	-0.0019
O	-0.0166	-0.0124	-0.0002
O	0.0051	-0.0017	-0.0132
O	-0.0013	-0.0004	-0.0071
O	-0.0069	-0.0069	-0.0045
O	-0.0035	-0.001	-0.0085
O	0.0005	-0.0037	-0.0061
O	-0.0021	-0.0044	-0.0035
O	0.0029	-0.0116	0.0122
O	-0.0041	-0.0162	-0.0165
O	-0.0011	0.0002	-0.0042
O	0.0004	-0.0021	-0.006
O	0.0034	-0.0012	-0.0072
O	-0.0036	-0.0022	-0.0082
O	0.0002	-0.004	0.0005
O	-0.0155	-0.0109	-0.0033
O	-0.003	-0.0031	-0.005
O	-0.008	-0.0007	-0.0081
O	-0.0051	0.0028	-0.0072
O	0.0021	0.0034	-0.0087
O	0.0137	-0.0099	-0.0242
O	-0.0026	0.0003	-0.0041
O	-0.0356	0.0005	0.0204
O	-0.0088	-0.0013	-0.0134
O	0.0126	0.0585	0.0403
O	0.0008	-0.0115	-0.0258
O	0.0021	-0.0001	-0.0039
O	0.0031	0.0018	-0.0049
O	-0.0053	-0.0116	0.0079
O	-0.0412	0.0345	0.0081
O	-0.0027	-0.0078	-0.0023
O	0.0001	0.0012	-0.0101
O	0.0026	-0.0061	-0.0122
O	-0.0028	-0.0043	-0.0121
O	0.0019	-0.0016	-0.0106
O	-0.001	-0.0002	-0.0057
O	-0.0026	0.0009	-0.0141
O	-0.0009	0.0006	-0.0047
O	0.0012	-0.0134	0.0182
O	0.0017	-0.0002	-0.0069
O	0.0034	0.0094	0.0255
O	-0.0039	-0.0063	0.0054
O	0.005	-0.0214	0.0102
O	0.0084	0.014	-0.0331
O	-0.0024	0.0017	-0.0063
O	-0.0036	-0.003	-0.0032
O	-0.0013	0.0082	-0.0138
O	0.0006	0.0098	-0.0074
O	0.0058	0.001	-0.0128
O	-0.0076	-0.0032	-0.0028
O	-0.0012	-0.0025	-0.0015
O	0.0034	0.016	0.0214

The program warned: the cutoff lies below the one the program advises for these potential files; the forces do not sum to zero within the program's tolerance; the exchange-correlation potential is rough where the density is thin.
